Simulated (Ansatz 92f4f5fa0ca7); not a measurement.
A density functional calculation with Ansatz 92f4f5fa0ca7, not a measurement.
Periodic cell of 214 atoms, Si126O80As8, from a study of silicon, its oxide and their interface. The atomic structure is a simulated model.
Doubt: the cutoff is far below the 930 eV that the study's wrapper takes by default for these files, so forces and energies are approximate.
This geometry differs little from another in the collection (a relaxation step or a small displacement).

Settings: functional PBE; potential files Ansatz PAW; basis plane waves; wave-function cutoff 580 eV; density cutoff ratio 5; exchange-correlation grid ratio 1; k mesh 1 x 1 x 1, Gamma-centred; self-consistency stop 5e-08 eV per atom in the density residual; occupations fixed; spin none; net charge 0.

Cell vectors (angstrom)
a	10.938	0	0
b	0	10.938	0
c	0	0	32.1682

Atoms and the computed forces on them: element, x, y, z (angstrom), force x, y, z (eV/angstrom)
As	0.4641	-0.4706	24.6402	-0.1206	0.1383	-0.3043
As	5.9734	-0.4801	24.734	-0.2819	0.2115	-0.44
Si	2.2328	3.3585	24.6737	0.2914	-0.4788	-0.2747
Si	7.7686	3.2867	24.6127	0.304	-0.5124	-0.3847
Si	0.5214	5.0905	24.8109	-0.2799	0.5535	-0.0961
Si	6.0242	4.9884	24.7543	-0.2712	0.614	-0.2353
As	2.3358	8.7108	24.7196	0.164	-0.2018	-0.4343
As	7.8278	8.7063	24.6532	0.0797	-0.1894	-0.2255
Si	1.3911	1.4076	25.913	-0.0393	0.039	0.2649
Si	6.8907	1.4211	25.935	-0.0272	-0.0679	0.3172
Si	4.1228	4.12	25.9464	0.0444	0.0168	0.1782
Si	9.5807	4.125	25.9392	0.0966	0.0098	0.1856
Si	1.4193	6.9001	26.0731	0.0383	-0.1219	0.2497
Si	6.8771	6.8814	25.9903	0.0179	-0.1762	0.2765
Si	4.1282	9.6039	26.1028	0.0511	0.0031	0.3434
Si	9.6083	9.5942	26.0811	-0.0084	0.0266	0.1226
Si	2.7346	0.0842	27.3703	0.1633	0.015	0.0361
Si	8.2196	0.069	27.3593	0.156	0.0525	0.1706
Si	-0.0439	2.6995	27.3385	0.1483	0.0414	0.0055
Si	5.4289	2.7015	27.3452	0.1753	0.0071	0.0153
Si	2.809	5.4957	27.3837	-0.1119	0.0324	0.0437
Si	8.2567	5.501	27.3658	-0.1604	0.0293	-0.0004
Si	-0.0107	8.1749	27.4093	-0.1779	-0.0377	0.0949
Si	5.4642	8.1551	27.3904	-0.1577	-0.0213	0.0326
Si	4.1018	1.3673	28.75	0.0602	0.1007	0.321
Si	9.5708	1.3673	28.75	0.0707	0.0508	0.2991
Si	1.3673	4.1018	28.75	-0.0251	-0.0361	-0.5588
Si	6.8362	4.1018	28.75	-0.0334	0.036	-0.5298
Si	4.1018	6.8362	28.75	0.194	-0.0419	0.5638
Si	9.5708	6.8362	28.75	0.0561	-0.0667	0.4674
Si	1.3673	9.5708	28.75	0.0539	0.233	-0.3275
Si	6.8362	9.5708	28.75	0.0693	0.1418	-0.461
Si	0	0	30.1172	0.0045	0.0295	0.01
Si	5.469	0	30.1172	-0.0357	0.0114	-0.0221
Si	2.7345	2.7345	30.1172	0.0585	0.0096	0.0157
Si	8.2035	2.7345	30.1172	0.0428	-0.0044	-0.0046
Si	0	5.469	30.1172	-0.0079	0.0469	-0.0109
Si	5.469	5.469	30.1172	-0.0049	0.0583	0.0093
Si	2.7345	8.2035	30.1172	0.0764	0.0205	-0.0133
Si	8.2035	8.2035	30.1172	0.0411	0.0054	0.0122
Si	1.3673	1.3673	31.4845	-0.0212	-0.0448	0.0001
Si	6.8362	1.3673	31.4845	-0.0403	-0.0488	-0.0008
Si	4.1018	4.1018	31.4845	0.0165	0.0385	-0.0083
Si	9.5708	4.1018	31.4845	0.016	0.0253	0.0032
Si	1.3673	6.8362	31.4845	-0.0279	-0.0341	-0.0011
Si	6.8362	6.8362	31.4845	-0.0579	-0.0736	-0.0028
Si	4.1018	9.5708	31.4845	0.0196	0.0115	0.0047
Si	9.5708	9.5708	31.4845	0.03	0.0205	0.011
Si	2.7345	0	0.6835	0.0214	0.0407	-0.0042
Si	8.2035	0	0.6835	0.0045	0.0367	0.0082
Si	0	2.7345	0.6835	-0.0253	-0.0113	0.0018
Si	5.469	2.7345	0.6835	-0.0294	-0.0152	-0.0052
Si	2.7345	5.469	0.6835	0.0604	0.0062	-0.0101
Si	8.2035	5.469	0.6835	0.0303	0.0748	-0.0063
Si	0	8.2035	0.6835	-0.0069	-0.0095	0.0078
Si	5.469	8.2035	0.6835	-0.0029	-0.0021	-0.0017
Si	4.1018	1.3673	2.0507	-0.0019	-0.0797	0.0145
Si	9.5708	1.3673	2.0507	0.0345	-0.0534	-0.0065
Si	1.3673	4.1018	2.0507	0.009	0.0899	-0.0159
Si	6.8362	4.1018	2.0507	-0.0455	0.0065	-0.0194
Si	4.1018	6.8362	2.0507	-0.0033	-0.0552	0.0129
Si	9.5708	6.8362	2.0507	-0.0333	-0.1037	0.0127
Si	1.3673	9.5708	2.0507	-0.0155	0.0063	-0.0054
Si	6.8362	9.5708	2.0507	-0.0868	-0.0139	-0.0221
Si	0	0	3.418	-0.1924	-0.0117	-0.3089
Si	5.469	0	3.418	-0.0192	-0.1956	-0.5516
Si	2.7345	2.7345	3.418	-0.1506	-0.1021	0.3615
Si	8.2035	2.7345	3.418	0.0519	0.0853	0.4945
Si	0	5.469	3.418	-0.0057	-0.0757	-0.3953
Si	5.469	5.469	3.418	0.083	0.0117	-0.4718
Si	2.7345	8.2035	3.418	-0.2348	-0.0908	0.4272
Si	8.2035	8.2035	3.418	-0.0211	0.0253	0.5102
Si	1.3042	1.3481	4.7999	-0.0444	-0.1765	-0.093
Si	6.8088	1.3029	4.7728	-0.1008	0.1019	-0.0505
Si	4.1392	4.1131	4.7604	0.0154	0.1889	-0.0093
Si	9.6344	4.1264	4.8193	0.0311	-0.1151	-0.0393
Si	1.2684	6.8423	4.8093	-0.0076	-0.1301	-0.1669
Si	6.8204	6.7714	4.802	-0.0558	0.0841	-0.0164
Si	4.1412	9.5712	4.774	0.0589	0.1418	-0.0336
Si	9.5851	9.6207	4.8223	0.0452	-0.1538	-0.0891
Si	2.6876	-0.0572	6.0849	-0.0112	0.0965	-0.2899
Si	8.145	-0.0296	6.2074	0.0121	0.013	-0.1868
Si	-0.0405	2.6591	6.2515	0.0155	0.1268	-0.2002
Si	5.4348	2.6871	6.1003	0.2059	-0.0091	-0.2757
Si	2.6656	5.4222	6.0607	-0.0112	0.0851	-0.2466
Si	8.262	5.4756	6.1972	-0.0494	-0.1465	-0.1463
Si	-0.0648	8.2049	6.2483	0.0583	0.0462	-0.2134
Si	5.4003	8.1415	6.1586	-0.0078	-0.0065	-0.3144
As	3.5488	1.8185	7.3765	0.2847	-0.2778	0.632
Si	9.0747	1.6879	7.5696	0.3975	-0.2716	0.2322
As	1.8057	3.6623	7.5287	-0.1837	0.0179	0.1332
Si	7.3515	3.5413	7.3032	-0.4092	0.2734	-0.1631
As	3.5315	7.2144	7.45	0.3175	-0.1466	0.395
Si	8.9444	7.4096	7.5267	0.575	-0.3578	0.3052
As	1.8157	9.1166	7.5575	-0.2055	0.0883	0.189
Si	7.1738	9.096	7.4362	-0.6243	0.2356	0.2624
O	9.5633	0.9549	9.0281	-0.1144	0.2048	-0.2458
O	6.6705	4.3571	8.5608	-0.0199	0.0905	0.2952
O	6.603	9.5777	8.9509	0.1827	-0.0636	-0.0758
O	9.3111	7.0979	9.1525	-0.1962	0.0774	-0.1706
O	5.589	5.4243	23.1981	0.1523	-0.2012	0.0586
O	8.2545	2.9666	23.0098	-0.1771	0.1883	0.3547
O	3.1856	9.0946	21.1977	0.0187	-0.0061	0.1103
O	2.6565	3.1836	23.0662	-0.1973	0.1434	0.1617
Si	5.5035	9.7214	10.1525	0.0878	-0.037	0.0988
Si	-5.0884	17.2531	21.8722	0.0327	-0.0868	-0.0015
Si	4.811	9.0076	21.1408	0.0384	0.1149	-0.1767
Si	10.4054	5.8335	12.6074	-0.023	-0.1203	0.0697
Si	4.2598	4.7053	19.6238	-0.0538	0.123	-0.0538
Si	-4.0937	0.3559	12.2005	-0.0881	0.0218	0.1154
Si	2.255	0.3765	14.7582	0.0546	0.0217	-0.017
Si	3.8433	-4.6693	15.4284	0.0598	0.0292	-0.0652
Si	11.0326	1.0095	12.9527	-0.0075	0.0881	0.0539
Si	13.5177	2.4492	12.7586	0.0113	0.0807	-0.0134
Si	8.4464	11.6722	14.8085	-0.0703	0.0389	-0.0155
Si	6.972	7.286	12.6288	-0.0052	-0.0394	0.1262
Si	9.5593	12.7743	19.0577	0.0747	-0.0045	-0.0516
Si	-1.7225	-3.0457	10.5799	-0.0456	-0.1094	0.2387
Si	7.4271	-7.4815	15.2247	0.0086	0.0192	-0.023
Si	2.405	1.785	17.3977	-0.0681	0.0369	-0.0126
Si	-2.544	5.8922	20.5	-0.0939	0.0269	0.0472
Si	-2.4283	-3.4984	17.6776	-0.0559	0.0143	-0.0429
Si	-1.2164	5.5645	15.649	0.0224	-0.0702	-0.0042
Si	7.8872	4.3227	12.3943	0.0295	0.1303	0.1471
Si	2.5747	5.5087	12.6856	0.0451	-0.0306	0.0662
Si	6.3996	-3.1999	15.3505	0.0335	0.0009	-0.0003
Si	-2.7033	-0.5624	17.5063	0.0246	-0.0243	-0.0409
Si	5.2921	-0.797	18.5324	0.0172	-0.085	0.034
Si	7.9688	2.8522	21.4065	-0.0565	0.1226	-0.1669
Si	-6.3392	-3.9764	11.0161	-0.0756	0.087	0.2813
Si	-6.9827	-1.8167	16.0849	0.031	0.0277	0.0554
Si	1.3267	11.6747	19.8722	-0.029	-0.0965	-0.0455
Si	0.2117	-6.8865	17.699	-0.0137	0.0093	-0.0389
Si	-9.2702	-4.8215	19.4716	0.0327	0.0341	-0.0502
Si	4.6604	-7.2272	16.8307	0.0605	0.0675	0.0535
Si	2.9336	13.4782	21.6115	0.0097	0.0167	-0.0886
Si	9.4467	0.1643	10.4529	-0.0652	0.0514	0.1758
Si	4.5996	1.5962	10.7924	-0.0627	0.0071	0.2439
Si	11.2311	6.408	21.8927	0.1354	-0.0124	-0.1316
Si	12.5902	8.744	20.7744	-0.018	-0.0889	-0.1858
Si	5.421	11.8253	21.0104	0.0438	-0.1426	-0.1229
Si	5.9966	4.2339	10.0132	-0.0568	-0.0281	0.0366
O	-7.0583	2.2802	16.905	-0.035	-0.04	0.0338
O	4.0397	-1.0152	17.504	0.0201	-0.0074	0.018
O	7.9724	-6.6278	20.6435	-0.0357	-0.095	0.029
O	5.3671	7.3673	12.3979	-0.02	-0.0485	-0.126
O	-9.3668	1.8021	21.0847	0.0014	0.0304	0.064
O	0.0715	5.7582	23.344	0.081	-0.1843	0.0844
O	1.0667	-0.0592	13.7222	0.0093	-0.0072	0.0234
O	5.4431	-1.8939	15.4349	0.0034	-0.0066	-0.0214
O	9.4897	4.5431	12.1483	0.0073	0.0139	-0.0518
O	3.1558	5.7161	18.9837	0.0129	-0.0085	0.028
O	6.1814	9.8988	11.6465	0.0022	-0.0437	-0.117
O	5.3754	5.7156	10.2994	0.0032	-0.0889	-0.1102
O	0.9956	5.3806	12.4543	-0.069	-0.0114	-0.0359
O	11.8758	2.4189	12.8237	-0.0143	-0.0872	-0.003
O	3.0692	-0.9875	15.0238	-0.0297	0.0314	-0.0561
O	-2.8466	0.684	11.2017	0.0575	0.0126	-0.0534
O	7.161	7.4987	16.7601	0.003	0.0057	0.006
O	-5.8299	15.0424	18.3642	-0.0174	-0.0312	0.0547
O	4.557	-2.5659	10.1649	0.0187	-0.0075	-0.0588
O	2.9325	6.2471	14.0833	0.0024	0.0207	0.0335
O	-1.2808	6.7938	16.716	0.0392	0.0349	-0.0023
O	12.4091	-5.3021	21.0405	-0.0348	0.016	0.0519
O	12.4945	-3.1819	19.452	0.0111	0.0267	0.1002
O	-2.6893	-4.4566	18.9794	0.0045	-0.0139	0.0684
O	11.9686	10.1909	20.4423	-0.0069	0.0297	0.062
O	-3.5648	-13.8826	14.0512	-0.036	-0.0396	-0.0282
O	-7.2757	4.8594	16.2211	-0.0398	0.0087	0.0225
O	-2.0259	8.9848	18.0914	-0.0086	0.0603	0.0129
O	5.6277	10.3341	21.6796	-0.0671	0.0106	0.0192
O	0.5292	-5.5344	18.5575	0.0314	-0.0258	0.0455
O	10.8649	4.509	16.1565	-0.0246	0.0058	-0.0157
O	7.2897	0.2395	13.7574	0.0225	-0.0199	-0.0528
O	3.472	3.5812	20.4863	-0.0108	-0.0678	0.0424
O	7.2996	-5.2067	12.88	-0.0217	0.0363	-0.0255
O	3.1279	1.5823	14.0445	-0.0095	-0.0726	0.0214
O	3.0891	12.6488	11.3915	0.0166	-0.0088	-0.069
O	1.697	0.943	16.1899	-0.0182	-0.0091	0.0098
O	-4.3561	12.945	21.2037	-0.0589	-0.0139	0.0378
O	4.0962	1.4223	21.7696	-0.0168	-0.073	0.0874
O	0.7527	7.996	21.9409	0.0309	0.0003	0.0616
O	-0.2516	0.5331	11.4427	0.029	-0.0027	-0.0082
O	0.0145	1.0544	19.011	0.0325	0.0064	0.0063
O	-4.9898	3.5788	15.8633	0	-0.0369	-0.0203
O	8.6862	-0.4396	15.9259	0.0202	0.0239	0.0263
O	-4.3073	-0.7371	17.6408	0.0198	0.0108	-0.0482
O	5.2853	-2.0835	19.5691	-0.0135	0.0081	0.1014
O	4.912	3.0063	10.0136	0.0164	-0.0106	-0.0618
O	-1.8062	2.0253	20.6218	0.066	-0.0376	-0.0259
O	3.1309	-4.5385	11.431	0.001	-0.0225	-0.0523
O	5.2446	5.5342	20.5916	0.0294	-0.0071	-0.0367
O	8.5411	0.8181	18.3125	-0.0419	0.008	0.0419
O	7.199	3.8306	11.027	0.006	-0.0241	-0.0276
O	9.7358	1.162	13.9142	0.0131	-0.0225	-0.0475
O	13.4617	0.8893	18.7669	0.0106	0.0166	-0.0201
O	-7.5633	-3.3424	16.2833	-0.0115	-0.0144	0.002
O	1.5261	3.1136	17.7397	0.0273	-0.037	-0.0151
O	16.6207	12.427	12.026	-0.0282	0.0181	-0.084
O	7.4876	3.2989	13.5923	-0.0014	-0.0136	-0.0791
O	5.2066	0.5859	19.4092	-0.016	0.1105	0.0448
O	-0.7341	-3.7752	11.6672	0.0255	0.0449	-0.0321
O	8.2925	4.7663	15.6536	0.0081	-0.0067	0.0222
O	9.8201	3.2763	18.298	-0.0121	-0.0393	0.0662
O	7.4028	6.6576	21.5419	0.052	0.0648	0.0701
O	9.506	9.4707	10.2886	0.0836	0.0754	-0.0873
O	-3.1994	-3.1608	11.2792	0.0669	0.009	-0.097
O	9.885	6.2155	21.0192	-0.0369	0.0444	-0.019
O	-5.4944	6.428	15.105	-0.0423	0.0087	0.0067
O	3.1606	3.9763	12.7566	0.0027	-0.0231	-0.0237
O	-13.8435	2.0291	15.717	0.0133	-0.0217	0.0176
O	-0.848	-4.7823	14.1812	0.0114	0.0799	-0.0453
O	4.6911	0.2013	9.9159	-0.0475	0.0357	-0.1949
O	5.1614	18.6979	22.0995	-0.0807	0.0463	0.0876

Results
free energy: -164448.711 eV
free energy less fixed offsets of As -4856.12, O -568.88, Si -635.61 eV per atom: -2.491 eV

The program warned: the cutoff lies below the one the program advises for these potential files; the exchange-correlation potential is rough where the density is thin.
